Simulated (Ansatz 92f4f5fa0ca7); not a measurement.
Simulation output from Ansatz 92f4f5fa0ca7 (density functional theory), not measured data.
Periodic cell of 225 atoms, Si133O90H2, from a study of silicon, its oxide and their interface. The atomic structure is a simulated model.

Settings
functional: PBE
potential files: Ansatz PAW
basis: plane waves
wave-function cutoff: 700 eV
density cutoff ratio: 5
exchange-correlation grid ratio: 1
k mesh: 2 x 2 x 1, shifted by 0.5 0.5 0.5 of a step
self-consistency stop: 5e-08 eV per atom in the density residual
occupations: fixed
spin: none
net charge: 0

Cell vectors (angstrom)
a 10.938 0 0
b 0 10.938 0
c 0 0 33.0832

Atoms and the computed forces on them: element, x, y, z (angstrom), force x, y, z (eV/angstrom)
Si 0.3311 -0.2356 25.7593 0.0147 -0.009 -0.0195
Si 5.2873 0.4059 25.6083 -0.0197 -0.0032 -0.0171
Si 2.9547 2.5295 25.5322 -0.0099 -0.0132 -0.012
Si 8.1284 3.0665 25.5627 -0.0026 0.0146 -0.0215
Si -0.3442 5.8619 25.6565 -0.0147 -0.0046 -0.0072
Si 5.8675 5.2374 25.6999 0.0029 -0.0082 -0.0119
Si 2.6073 8.5722 25.6775 -0.0019 0.0127 -0.0231
Si 8.412 8.1475 25.3856 0.0126 -0.0039 -0.0177
Si 1.4364 1.4186 26.9752 -0.0062 -0.0024 -0.0004
Si 6.9072 1.492 26.9063 0.0039 -0.0084 0.0021
Si 4.1386 4.1117 26.8755 -0.0017 -0.0109 0.0026
Si 9.5597 4.2371 27.0031 -0.0071 -0.0314 -0.0041
Si 1.3891 6.9214 26.8858 -0.0275 -0.008 0.0065
Si 6.9322 6.9348 26.8944 0.0075 0.0032 -0.0069
Si 4.1743 9.7162 26.9622 0.0017 -0.0135 -0.0078
Si 9.5797 9.5705 26.9179 -0.0262 -0.0052 -0.0039
Si 2.7459 0.0304 28.3524 0.0001 -0.0029 -0.0067
Si 8.1961 0.0164 28.2629 -0.0008 0.0009 0.0111
Si -0.0068 2.7707 28.2852 0.0066 0.0008 -0.0046
Si 5.4682 2.7552 28.3063 -0.0117 0.008 -0.0058
Si 2.7297 5.4769 28.2441 0.001 0.0004 0.008
Si 8.1722 5.5335 28.3526 -0.0083 0.0061 -0.0033
Si -0.0094 8.202 28.3113 0.001 -0.0046 -0.0038
Si 5.4788 8.2251 28.2674 0.0002 -0.0013 0.0111
Si 4.1018 1.3673 29.665 0.2545 0.184 0.3683
Si 9.5708 1.3673 29.665 0.0088 0.0487 -0.2593
Si 1.3673 4.1018 29.665 0.1047 0.1461 -0.1694
Si 6.8362 4.1018 29.665 -0.2192 0.2382 0.2053
Si 4.1018 6.8362 29.665 -0.0061 0.0213 -0.402
Si 9.5708 6.8362 29.665 0.1786 0.0682 0.4304
Si 1.3673 9.5708 29.665 -0.0882 0.0365 0.109
Si 6.8362 9.5708 29.665 0.0489 0.1013 -0.1782
Si 0 0 31.0322 0.0585 -0.0082 -0.0063
Si 5.469 0 31.0322 0.0104 0.0549 -0.0052
Si 2.7345 2.7345 31.0322 0.0981 0.0443 -0.0104
Si 8.2035 2.7345 31.0322 0.0121 0.0113 -0.0304
Si 0 5.469 31.0322 0.009 0.0785 -0.0088
Si 5.469 5.469 31.0322 0.0354 -0.0719 0.0114
Si 2.7345 8.2035 31.0322 -0.0132 0.0042 -0.0269
Si 8.2035 8.2035 31.0322 0.1069 0.0407 -0.0058
Si 1.3673 1.3673 32.3995 -0.0219 0.018 -0.0006
Si 6.8362 1.3673 32.3995 0.0074 -0.0195 -0.005
Si 4.1018 4.1018 32.3995 -0.0598 0.0523 0.0208
Si 9.5708 4.1018 32.3995 0.0444 0.0067 -0.0053
Si 1.3673 6.8362 32.3995 -0.0161 -0.0776 -0.0003
Si 6.8362 6.8362 32.3995 -0.0453 0.0243 -0.0046
Si 4.1018 9.5708 32.3995 -0.0102 -0.0067 -0.0087
Si 9.5708 9.5708 32.3995 -0.0648 0.0104 0.0129
Si 2.7345 0 0.6835 0.0621 -0.0457 -0.0065
Si 8.2035 0 0.6835 -0.0037 0.0374 -0.0131
Si 0 2.7345 0.6835 0.0002 -0.0162 0.028
Si 5.469 2.7345 0.6835 0.0236 -0.0233 -0.014
Si 2.7345 5.469 0.6835 -0.0008 0.0466 -0.0067
Si 8.2035 5.469 0.6835 0.0008 0.0019 -0.0024
Si 0 8.2035 0.6835 0.0569 0.0068 -0.012
Si 5.469 8.2035 0.6835 0.0114 -0.0022 0.0226
Si 4.1018 1.3673 2.0507 -0.0675 0.0551 -0.015
Si 9.5708 1.3673 2.0507 -0.0651 -0.0803 0.0143
Si 1.3673 4.1018 2.0507 0.0265 0.0692 0.0217
Si 6.8362 4.1018 2.0507 -0.0612 -0.0199 0.0246
Si 4.1018 6.8362 2.0507 -0.123 -0.157 -0.0088
Si 9.5708 6.8362 2.0507 -0.021 -0.0358 0.0221
Si 1.3673 9.5708 2.0507 -0.1032 -0.0495 0.0034
Si 6.8362 9.5708 2.0507 0.0942 0.0472 -0.0123
Si 0 0 3.418 -0.1689 -0.2731 -0.1678
Si 5.469 0 3.418 0.2062 0.0937 0.3792
Si 2.7345 2.7345 3.418 0.2989 -0.2206 -0.2434
Si 8.2035 2.7345 3.418 -0.1689 -0.276 0.126
Si 0 5.469 3.418 -0.0139 -0.0513 -0.0873
Si 5.469 5.469 3.418 -0.4496 -0.3753 -0.2312
Si 2.7345 8.2035 3.418 -0.0569 -0.114 0.0734
Si 8.2035 8.2035 3.418 0.0513 0.396 -0.1573
Si 1.3901 1.3269 4.7284 0.0216 -0.0048 -0.0027
Si 6.8664 1.3465 4.876 -0.0092 0.0031 -0.0275
Si 4.1422 4.001 4.8129 0.0008 -0.0129 0.0078
Si 9.5733 4.0767 4.7581 0.0019 -0.0141 0.0141
Si 1.3651 6.8082 4.7884 -0.0051 0.007 -0.0102
Si 6.7644 6.8847 4.6896 -0.004 0.0107 0.0024
Si 4.0985 9.5634 4.7849 0.0031 0.0005 -0.0175
Si 9.5736 9.57 4.8236 -0.0034 0.0029 0.0069
Si 2.6886 -0.0663 6.1351 0.0075 -0.0145 0.0173
Si 8.2182 -0.0273 6.3025 0.0215 0.0331 0.0002
Si -0.0267 2.6165 6.0659 0.0062 0.0401 -0.0094
Si 5.4893 2.6359 6.3389 0.0045 0.0183 -0.0096
Si 2.6263 5.2977 6.086 -0.0188 0.0037 -0.0048
Si 8.0943 5.4672 5.9371 0.0363 -0.0024 0.0149
Si -0.025 8.1255 6.1775 0.0097 0.0162 -0.011
Si 5.3885 8.1423 6.1462 0.0002 -0.0016 0.0214
Si 3.7601 1.4664 7.5593 -0.0334 0.011 0.0431
Si 9.9504 1.083 7.5729 0.0378 -0.0048 0.0449
Si 1.4796 3.7024 7.4758 0.0232 -0.026 0.0401
Si 6.6187 4.4349 7.436 0.0112 0.034 0.0369
Si 4.1907 6.4417 7.3262 -0.0005 -0.006 0.0262
Si 9.2127 6.9587 7.3242 -0.015 -0.0017 0.0281
Si 1.1588 9.6693 7.4959 -0.0035 0.0038 0.0196
Si 7.0147 9.2307 7.4633 0.0036 -0.0106 0.0406
O 9.533 6.9717 24.9907 0.0004 0.0049 -0.0143
O 4.0958 1.4257 25.0459 0.012 0.0046 -0.0189
O 8.1587 8.1104 7.8865 -0.0199 -0.0013 0.0242
O 2.7555 2.7317 7.8346 -0.0018 -0.0191 0.0293
O 6.9429 4.1285 25.0796 0.0102 0.0034 -0.0196
O 1.4385 9.622 25.1593 0.0096 0.0042 -0.0198
O 5.4135 5.479 7.877 -0.0052 -0.0122 0.022
O 0.0807 -0.1151 7.9897 -0.0168 0.001 0.0216
O 7.5217 4.2587 8.813 -0.0001 0.0094 -0.007
O 10.8285 6.4834 15.7689 0.0071 0.0085 0.0102
O 9.6241 6.0267 8.6271 -0.0211 0.0068 -0.0073
O 1.806 9.0033 8.8579 0.0067 -0.008 0.0028
O 3.8939 0.7253 9.0296 0.0084 0.0177 0.0016
O 0.7359 3.873 8.9494 -0.0098 -0.0168 -0.0134
O 9.7685 1.9321 8.9908 0.0151 0.0061 -0.0075
O 3.2373 6.7754 8.6203 0.0158 0.0263 0.0073
O 7.8102 8.8733 23.9784 0.0092 0.0004 0.0324
O 8.955 2.5423 24.2137 -0.0075 -0.0099 0.0152
O 5.2966 6.0709 24.4092 -0.0107 -0.0046 0.0028
O 2.1559 3.085 24.1669 0.0039 0.0098 0.0172
O 10.589 0.4315 24.4468 -0.0073 0.009 -0.001
O 0.1909 4.9204 24.4175 0.013 0.0095 -0.0079
O 3.4488 8.0649 24.3408 -0.0076 -0.0205 0.0046
O 6.0793 10.798 24.2815 -0.0062 0.0034 0.0064
Si 10.7229 -2.9675 19.7403 -0.0007 -0.0037 -0.0001
Si 11.8749 5.6247 20.7914 0.0008 -0.0057 -0.0113
Si 2.9264 4.4624 16.8668 0.0023 -0.0013 -0.0019
Si 15.5444 2.1244 16.8675 -0.0046 0.0026 -0.0036
Si 2.7783 -2.9908 9.6375 0.0059 -0.0037 -0.0065
Si 6.1623 -1.3952 15.7684 -0.0033 -0.0012 0.0008
Si 6.8706 -4.0162 11.5792 0.0042 0.0013 0.0001
Si 6.2594 2.9108 19.3244 0.0006 0.0006 0.0054
Si 9.2386 -0.7009 16.3054 0.0094 0.0005 -0.0048
Si 6.3793 0.21 20.4112 0.001 -0.001 -0.0066
Si 10.5933 3.053 9.8814 -0.0023 0.0005 0.0102
Si 0.5605 12.0562 20.9275 0.0045 0.0069 -0.0008
Si 3.8992 0.651 10.6626 -0.0002 -0.0019 0.0019
Si 1.9311 10.3666 12.7384 -0.0005 -0.0082 0.0037
Si 15.192 -0.4922 18.0802 -0.0082 -0.0035 -0.0023
Si 7.2105 -0.6809 23.2511 0.0071 0.0067 -0.013
Si -2.099 3.2248 17.5159 0.0022 -0.0053 0.0003
Si 6.0211 12.2714 14.4519 -0.0008 -0.0058 0.0045
Si 6.6688 6.6725 14.483 0.0003 -0.0031 -0.0014
Si 14.612 7.2093 20.8033 0.0065 -0.0038 -0.0042
Si -1.2581 1.2893 23.4385 0.0024 -0.004 -0.0071
Si 0.9 -5.348 14.8561 -0.0023 -0.0056 0.0002
Si 5.2533 5.6681 18.7574 -0.0005 0.0058 0.0036
Si 3.5828 2.7312 12.7631 0.0019 0.005 -0.0058
Si 8.6297 5.1709 9.6199 -0.0026 0.0003 0.0016
Si 9.2437 -0.5167 19.3362 0.005 0.0036 -0.0015
Si 7.8537 6.0428 17.0523 -0.0047 -0.0005 0.0014
Si -5.3322 -1.5296 10.2721 -0.0041 -0.002 0.0019
Si 3.9239 -4.3213 23.7676 -0.012 -0.0062 0.0063
Si 4.5114 5.7403 12.8408 0.0012 -0.0022 0.0001
Si 0.5319 1.9409 12.7315 -0.0058 -0.0016 -0.0024
Si -1.9396 1.8519 14.6375 0.0076 -0.0009 0.007
Si 1.5763 4.5396 23.6713 0.0176 0.0054 0.003
Si 0.6657 -7.606 18.8219 -0.0007 0.0051 -0.0015
Si 10.2875 7.5832 16.8113 0.0038 -0.0025 -0.0016
Si 1.9894 7.3189 12.5049 -0.0047 -0.001 -0.0022
Si 2.3142 -1.1785 20.2702 0.0061 0.0045 -0.0004
O 5.1438 -0.1923 19.4211 0.0205 -0.0031 0.0147
O 4.8104 2.0551 13.6249 0.0168 -0.0018 0.0063
O 11.13 -3.4253 18.2117 -0.022 0.0038 0.009
O 4.9972 2.5624 18.3686 0.0188 -0.003 -0.0081
O -0.7745 13.3611 13.6212 -0.0041 -0.0225 -0.0079
O -4.5233 -0.6906 21.7934 0.0075 0.01 -0.008
O 3.7148 4.3478 12.6868 0.0139 0.004 0.0027
O -5.6348 -0.1181 11.0483 -0.0213 -0.0125 -0.0196
O 7.4705 -3.9633 13.0955 -0.0342 -0.011 0.0028
O 12.7137 -7.279 17.6929 -0.0096 0.0063 0.0214
O 5.3992 5.6889 14.2023 0.0115 0.0214 -0.0243
O 2.0169 2.4815 13.2502 -0.0089 -0.0077 -0.0117
O 7.6591 -1.08 16.32 -0.0067 0.0048 -0.0165
O 10.2655 2.7495 18.119 0.0081 0.0251 0.0091
O -1.3209 -0.1654 17.7935 -0.0134 -0.0153 0.0003
O 9.5314 0.4052 15.1624 -0.0229 0.0116 0.0199
O 2.9957 10.7134 13.928 -0.0501 -0.0199 0.0061
O 8.4659 0.3207 22.9273 0.0028 -0.0058 0.0251
O 3.5249 7.0304 12.9663 -0.0096 -0.015 -0.0161
O 1.0807 6.2619 13.3611 0.0123 0.0142 0.0102
O 16.8701 4.4795 19.7003 0.0019 0.0147 -0.0094
O 3.7424 3.2677 16.1053 0.0088 0.0002 0.0361
O 7.6312 2.6697 18.4638 -0.0083 0.0089 0.0018
O 7.5283 1.7059 13.8944 -0.0007 0.0039 0.0153
O 7.652 -5.1055 15.4543 -0.0092 0.0183 0.0168
O 10.7461 1.7451 22.2628 -0.0067 -0.001 0.0085
O 10.2828 0.3218 20.2306 -0.0034 -0.0164 -0.0032
O -2.9911 6.2468 10.6015 -0.0117 -0.0063 0.0045
O 3.7657 0.7483 17.1068 0.0147 0.0118 -0.0018
O 6.126 -2.8811 15.1289 0.0165 -0.0004 0.0011
O 5.1044 -1.4303 17.0363 0.0173 0.0102 -0.0014
O 8.7838 2.8102 15.9442 0.0111 -0.0105 0.0055
O 0.3625 4.7133 19.5945 0.0185 -0.0263 0.0053
O 5.5047 6.011 11.5637 0.0117 0.0157 0.033
O 10.6965 6.7722 20.8651 0.0135 0.0158 -0.0069
O 4.1647 -2.2694 10.0893 0.0106 0.0091 -0.0021
O 2.841 -1.0211 18.7149 0.0001 -0.0057 0.0169
O 2.3311 -4.5615 20.3851 0.0006 -0.0052 0.0205
O 8.7294 7.3792 17.2672 0.0098 -0.0164 -0.0106
O -8.277 -0.2159 11.3099 0.0098 0.0129 0.0159
O 6.3184 9.7734 8.8499 0.0003 -0.0198 -0.0002
O 3.8093 2.1629 11.246 -0.0103 -0.0243 0.014
O 12.8459 11.1078 21.1283 -0.0036 -0.008 -0.004
O 1.9601 -3.7115 10.863 0.0163 0.016 0.0044
O 9.3357 -2.1126 19.7164 0.0308 0.0155 -0.0013
O 8.7502 4.8373 17.6388 -0.0096 -0.0016 -0.0114
O 5.9556 1.8912 15.9954 -0.0304 -0.0035 -0.0047
O 4.8109 6.9344 19.677 -0.0148 -0.0151 0.0083
O 3.9401 5.2417 17.8796 -0.0014 -0.0011 -0.0067
O 1.4837 8.8137 12.8644 0.0236 0.0139 -0.0065
O 6.4086 6.2008 17.7546 0.0108 -0.0167 0.0016
O 2.307 -5.4861 15.7246 -0.0111 -0.0142 0.016
O 6.2778 1.8639 20.5993 0.0023 -0.0103 -0.0315
O 11.314 2.3857 11.1726 -0.0072 -0.0009 0.0081
O 11.8669 8.9704 20.2298 -0.0047 -0.0037 -0.009
O 4.2516 -4.2936 22.1966 -0.0275 0.0081 0.003
O 5.8197 -0.2923 14.5964 0.0202 0.0041 0.0229
O 10.2795 -1.9284 16.0169 -0.0142 0.0033 0.014
O -1.406 4.1351 10.4806 0.0056 -0.0035 -0.0303
O 7.7258 -0.0806 19.5829 -0.0068 -0.0012 0.0189
O 12.0994 2.2652 19.9398 -0.0265 0.0113 -0.0084
O 2.7067 5.608 24.1259 0.0006 -0.003 -0.0306
O 0.5608 0.3114 12.8303 0.04 0.0171 -0.0039
O 14.3424 -2.1328 21.0249 -0.0179 -0.0169 -0.0175
O 1.2387 4.6774 22.0847 0.0071 0.0111 -0.0021
O 6.5924 -2.4785 11.1325 -0.013 -0.0144 -0.0096
H 0.293 -6.6651 14.668 0.0094 0.0114 0.0059
H 2.6785 10.7348 14.8436 0.0159 0.0003 -0.0392

Results
free energy: -135785.128 eV
free energy less fixed offsets of H -17.10, O -569.03, Si -635.61 eV per atom: -2.098 eV

The program warned: the cutoff lies below the one the program advises for these potential files; the forces do not sum to zero within the program's tolerance; the exchange-correlation potential is rough where the density is thin.
